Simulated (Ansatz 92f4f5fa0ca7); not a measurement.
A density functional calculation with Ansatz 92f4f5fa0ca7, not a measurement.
Periodic cell of 276 atoms, Si168O108, from a study of silicon, its oxide and their interface. The atomic structure is a simulated model.
This geometry differs little from another in the collection (a relaxation step or a small displacement).

Settings
functional: PBE
potential files: Ansatz PAW
basis: plane waves
wave-function cutoff: 700 eV
density cutoff ratio: 5
exchange-correlation grid ratio: 1
k mesh: 2 x 2 x 1, shifted by 0.5 0.5 0.5 of a step
self-consistency stop: 5e-08 eV per atom in the density residual
occupations: fixed
spin: none
net charge: 0

Cell vectors (angstrom)
a  11.6015  0  0
b  0  13.3963  0
c  0  0  30.6099

Atoms and the computed forces on them: element, x, y, z (angstrom), force x, y, z (eV/angstrom)
Si  11.583  -0.1119  24.0073  -0.0151  0.0066  -0.0049
Si  3.8714  -0.0831  23.8476  -0.0102  0.0084  -0.0004
Si  7.6662  -0.1775  23.5798  0.0019  0.0061  0.0065
Si  1.7656  3.3218  23.8071  0.0028  0.0086  0.0033
Si  5.7265  3.2712  23.8382  -0.0209  0.0191  0.0059
Si  9.5068  3.2562  24.0155  0.0012  -0.0044  -0.0023
Si  11.4445  6.5341  24.0666  0.0093  0.0041  -0.0036
Si  3.6818  6.6195  23.9577  0.0146  0.0095  -0.0137
Si  7.7464  6.5987  23.9534  -0.0309  0.007  -0.0094
Si  1.9831  9.9432  23.9716  -0.0101  0.0115  -0.0081
Si  5.7621  9.9045  23.7135  0.009  0.0061  -0.0043
Si  9.6944  9.9555  23.8523  -0.0109  0.0118  0.0062
Si  11.5062  2.1575  24.6809  0.004  -0.0083  -0.0028
Si  3.7507  2.1842  24.5659  0.0084  0.0032  -0.0065
Si  7.6038  2.038  24.6028  -0.0035  -0.0061  -0.0035
Si  1.8221  5.4766  24.7837  -0.007  -0.0123  0.0057
Si  5.7174  5.527  24.597  0.0142  -0.0075  -0.0177
Si  9.5554  5.4507  24.8956  0.0052  -0.0044  0.0066
Si  11.5975  8.8306  24.6717  0.0027  0.0004  -0.0031
Si  3.8949  8.8356  24.7246  -0.0077  -0.0119  0.0076
Si  7.7186  8.8706  24.604  0.0106  -0.0029  -0.0049
Si  1.9454  12.1981  24.7051  0.0074  -0.0086  -0.0016
Si  5.7892  12.1442  24.5633  0.0002  -0.007  -0.0045
Si  9.5863  12.1982  24.6092  0.0069  -0.0077  -0.0024
Si  11.564  2.1884  27.0521  0.0001  -0.0002  0.0094
Si  3.8186  2.1969  26.9781  0.0006  -0.0026  0.0087
Si  7.6733  2.1347  27.0002  -0.0039  -0.0012  0.011
Si  1.8897  5.5247  27.1226  -0.0022  0  0.0133
Si  5.7607  5.5399  26.9968  -0.0017  -0.0036  0.0197
Si  9.6038  5.5266  27.199  -0.0036  -0.0023  0.0181
Si  11.5949  8.8903  27.0451  -0.0045  -0.0028  0.0148
Si  3.8881  8.8819  27.0804  -0.0066  0.0014  0.0101
Si  7.716  8.9056  27.0022  0.0049  -0.0045  0.0106
Si  1.9423  12.2358  27.0647  -0.0001  -0.0018  0.0107
Si  5.8006  12.2188  26.9755  -0.0031  0.0016  0.0126
Si  9.6215  12.2384  27.0064  -0.0014  0.0006  0.0079
Si  1.9119  1.0832  27.8375  -0.0047  0.0033  -0.0051
Si  5.7472  1.056  27.8147  0.0002  0.0016  -0.0102
Si  9.6264  1.0713  27.8307  0.005  0.0019  -0.0076
Si  11.5619  4.4106  27.881  0.0027  0.003  -0.0119
Si  3.8488  4.4165  27.8387  -0.0039  0.0058  -0.0092
Si  7.6591  4.3821  27.8435  0.0111  0.0062  -0.0152
Si  1.9283  7.7826  27.8481  0.003  0.002  -0.0072
Si  5.8151  7.763  27.8428  -0.0042  0.0038  -0.0101
Si  9.6464  7.8003  27.8488  -0.0005  0.0046  -0.0086
Si  11.5797  11.138  27.8223  -0.0002  0.0052  -0.0072
Si  3.8773  11.1236  27.8423  0.001  -0.0005  -0.0089
Si  7.7126  11.1251  27.8374  0.0014  0.0021  -0.0077
Si  1.9336  1.1164  30.2149  -0.0013  -0.0035  -0.077
Si  5.8008  1.1164  30.2149  -0.1455  -0.0938  -0.2226
Si  9.6679  1.1164  30.2149  -0.0764  -0.0931  -0.1563
Si  0  4.4654  30.2149  0.0004  -0.1543  0.2175
Si  3.8672  4.4654  30.2149  0.0341  -0.1097  0.003
Si  7.7343  4.4654  30.2149  -0.2344  -0.2065  -0.0065
Si  1.9336  7.8145  30.2149  -0.0176  -0.0228  -0.0125
Si  5.8008  7.8145  30.2149  0.0549  -0.0976  -0.0423
Si  9.6679  7.8145  30.2149  -0.0747  0.071  0.0116
Si  0  11.1635  30.2149  -0.0774  -0.0423  -0.1006
Si  3.8672  11.1635  30.2149  0.0875  -0.0039  -0.0961
Si  7.7343  11.1635  30.2149  -0.0293  -0.0535  -0.0698
Si  0  0  0.3944  -0.0263  0.1903  0.1815
Si  3.8672  0  0.3944  0.0851  -0.0343  -0.1519
Si  7.7343  0  0.3944  0.1523  0.0548  0.0408
Si  1.9336  3.3491  0.3944  -0.1575  0.0276  -0.0709
Si  5.8008  3.3491  0.3944  0.1447  0.0454  0.096
Si  9.6679  3.3491  0.3944  0.1202  0.0641  0.2124
Si  0  6.6981  0.3944  0.0691  0.0543  0.0655
Si  3.8672  6.6981  0.3944  0.0419  0.1138  -0.0821
Si  7.7343  6.6981  0.3944  0.0855  0.1093  0.0213
Si  1.9336  10.0472  0.3944  0.0585  0.0255  0.0633
Si  5.8008  10.0472  0.3944  -0.0529  0.0799  0.1079
Si  9.6679  10.0472  0.3944  -0.0278  0.0645  0.138
Si  11.6165  0.0777  2.7924  -0.005  -0.0069  0.0065
Si  3.9046  0.0194  2.7388  -0.0022  -0.0005  0.0097
Si  7.7953  0.039  2.7709  -0.0052  -0.0044  0.0072
Si  1.9222  3.38  2.7483  0.0065  -0.0021  0.0124
Si  5.8418  3.3647  2.7669  -0.0033  -0.0016  0.0035
Si  9.7014  3.3987  2.7932  0.002  -0.0052  0.0115
Si  11.644  6.7439  2.7752  0.0015  -0.0019  0.0098
Si  3.9071  6.7443  2.7537  -0.0012  -0.0064  0.0081
Si  7.7795  6.7439  2.7662  -0.0083  -0.0029  0.009
Si  1.9475  10.0929  2.7761  0  -0.004  0.0081
Si  5.7968  10.0934  2.7752  0.0049  -0.0042  0.0087
Si  9.6662  10.0932  2.7766  0.0011  0.0012  0.0075
Si  11.6221  2.3097  3.6879  0.0004  0.0056  -0.0112
Si  3.8642  2.2602  3.4463  0.0042  -0.0045  -0.0133
Si  7.7893  2.2624  3.599  0.0014  0.0021  -0.0077
Si  1.9957  5.6059  3.5298  -0.0041  0.0009  -0.0066
Si  5.8445  5.6181  3.5117  0.0067  -0.0014  -0.0119
Si  9.718  5.6444  3.5886  0.0018  0.0028  -0.0111
Si  11.606  8.9911  3.5586  0.0027  -0.0035  -0.0111
Si  3.8739  8.9654  3.6058  0.0008  0.0052  -0.0106
Si  7.7185  8.9822  3.5737  0.0001  -0.0008  -0.0131
Si  1.9572  12.3496  3.5282  0.0067  0.0011  -0.013
Si  5.8597  12.3457  3.5538  0.0009  0.0017  -0.0068
Si  9.7194  12.3167  3.6195  0.0016  -0.0003  -0.0097
Si  11.6605  2.4129  6.1406  0.001  0.0039  0.0044
Si  3.8571  2.2697  5.7652  0.0019  0.0111  0.0002
Si  7.8511  2.2895  5.9883  0.003  0.0076  0.003
Si  2.1104  5.618  5.8873  0.0012  0.0126  0.001
Si  5.909  5.6446  5.8614  -0.0018  0.0039  -0.005
Si  9.7723  5.7415  5.9714  -0.0102  0.011  0.0054
Si  11.6196  9.037  5.9299  0.0007  0.0129  0.0011
Si  3.874  8.9977  6.0047  -0.0007  0.0008  0.0047
Si  7.6698  9.0377  5.9513  -0.0013  0.0094  0.0022
Si  2.0182  12.4225  5.8797  -0.003  0.0052  -0.0013
Si  5.9101  12.4318  5.924  -0.0095  0.0144  0.0044
Si  9.7878  12.3344  6.0218  -0.0009  0.0017  0.0045
Si  1.9953  1.2236  6.818  0.0039  -0.0068  -0.0023
Si  5.8007  1.317  6.6387  0.0184  -0.0145  0.0023
Si  9.7844  1.1579  6.8776  -0.0031  -0.0109  -0.0058
Si  11.7529  4.7529  6.8372  -0.0058  -0.0057  0.0017
Si  4.0588  4.4261  6.6316  -0.0068  -0.0203  -0.0028
Si  7.8596  4.5621  6.6631  -0.0038  -0.0124  -0.0089
Si  1.9053  7.8321  6.6652  0.001  -0.0188  -0.0074
Si  5.7842  7.8197  6.7892  0.0085  -0.0022  -0.0003
Si  9.6261  8.0126  6.7111  0.017  -0.0105  0.0081
Si  11.798  11.2625  6.7683  -0.0166  -0.0105  0.0029
Si  3.9673  11.3018  6.5933  0.0059  -0.0059  -0.0021
Si  7.7952  11.2723  6.7662  0.0096  -0.0094  -0.0034
O  4.3285  4.1043  8.2607  -0.0001  0.008  0.002
O  0.5466  11.3599  8.4021  -0.0003  -0.0006  0.0135
O  7.7915  11.2424  8.4343  -0.0101  0.0074  0.0057
O  7.8617  4.6017  8.3138  -0.0027  0.0028  0.0225
O  0.3159  5.2399  8.4535  0.0037  0.0042  0.0001
O  9.8948  1.0503  8.5378  0.0034  0.0023  0.0074
O  9.4338  8.2142  8.3564  -0.0016  0.0012  0.0112
O  5.5559  1.6304  8.2728  -0.0118  0.0133  0.002
O  1.6438  7.6288  8.3092  0.0001  0.0067  0.0032
O  2.0376  1.212  8.491  -0.002  0.002  0.0085
O  4.0164  11.4232  8.2302  -0.0013  0.0034  0.0081
O  5.6936  7.6305  8.4376  -0.0011  0.0019  0.0093
O  9.3197  3.4087  22.375  0.0006  -0.0049  0.0005
O  8.0718  6.5254  22.3162  0.0054  -0.0009  -0.0029
O  5.6874  9.8089  22.0355  0.0021  -0.0004  -0.0035
O  4.0086  -0.1552  22.1959  0.0055  0.0005  -0.0016
O  11.7245  -0.2125  22.3588  0.0015  -0.0004  -0.0086
O  5.7968  3.2639  22.1665  0.0045  -0.0027  -0.0118
O  7.6358  13.0775  21.8985  0.0001  -0.0008  -0.0098
O  2.2496  9.9106  22.3258  -0.0009  -0.0053  -0.0034
O  11.1539  6.2386  22.4588  -0.0024  0.0029  -0.0058
O  1.5868  3.4847  22.1543  -0.0055  -0.0044  -0.0069
O  9.7788  9.8949  22.1829  0.0041  -0.0047  -0.0054
O  3.2891  6.672  22.3215  -0.0022  -0.0086  0.0012
Si  7.3906  4.5684  9.8647  0.0114  0.0002  -0.0165
Si  9.2702  3.0583  11.8112  -0.0007  0.0008  -0.0036
Si  2.7068  1.1396  9.9859  -0.0029  0.0007  -0.0065
Si  11.5023  13.1042  14.679  0.001  0.0017  -0.0011
Si  1.7905  13.1889  18.9186  -0.002  0.0014  0.0023
Si  7.0249  9.8438  14.4271  0.0006  0.0006  -0.0025
Si  3.9801  3.5497  15.9382  0.0005  -0.0002  -0.0009
Si  5.7987  7.2727  10.0272  -0.0013  0.0024  -0.0079
Si  4.9781  2.8895  9.1683  0.0019  -0.0094  -0.0104
Si  7.001  4.5455  16.157  0.0011  -0.0005  -0.0032
Si  -0.0141  6.6655  20.9597  0.0044  0.002  0.0126
Si  3.7374  8.571  19.0294  -0.004  -0.0033  0.0108
Si  11.643  11.246  9.9569  0.0015  -0.0029  -0.0168
Si  9.7771  0.4518  10.0585  -0.0014  0.0019  -0.008
Si  4.3378  0.8492  14.332  -0.0025  0.0025  0.0003
Si  4.3079  11.8205  9.7607  0.0015  0.0007  -0.012
Si  7.4639  4.1711  19.2076  -0.0024  0.0044  0.0058
Si  11.6552  11.6705  17.1165  0.0018  0.0005  -0.0005
Si  11.5298  3.8089  13.9015  0.0007  0  -0.0017
Si  1.8308  2.6548  18.008  0.0009  0.0004  0.0042
Si  3.9915  10.9421  14.3562  0.0013  0.002  -0.0012
Si  10.9645  13.3514  20.9396  0.0012  0.001  0.0165
Si  8.3326  7.5937  16.2616  -0.0012  -0.0019  -0.0008
Si  7.2522  12.6692  20.3295  -0.0002  0.0007  0.0082
Si  11.1316  8.6766  16.5383  -0.0009  0  0.0005
Si  10.0796  8.4633  9.8351  -0.0065  -0.0004  -0.0189
Si  4.2777  0.2925  20.6577  0.0028  0.0001  0.0096
Si  10.8351  2.2689  16.4203  -0.0002  -0.0003  -0.0022
Si  8.4813  12.6627  14.9933  -0.0005  -0.0013  -0.0014
Si  10.331  10.4525  20.7555  -0.0001  -0.0007  0.0104
Si  7.6877  9.1776  11.492  0.0045  -0.0043  -0.0057
Si  7.2302  2.061  14.012  0.0012  0.0015  -0.002
Si  4.1205  6.2016  21.0024  0.0007  0.0096  0.0161
Si  9.7279  2.8255  20.9224  0.0036  0.0006  0.0032
Si  2.9102  6.9961  11.4021  -0.0023  -0.0048  -0.0013
Si  6.313  9.644  20.5167  -0.0026  -0.0038  0.0079
Si  2.6279  10.1898  11.5855  -0.0017  0.0017  -0.0043
Si  0.8454  6.5651  9.2799  -0.0018  -0.0026  -0.0054
Si  1.5373  9.4722  20.9393  0.0055  -0.0045  0.0164
Si  9.1134  0.0856  17.7598  -0.0012  0.0012  0.0026
Si  7.4423  11.8364  9.9178  0.0019  -0.0022  -0.0127
Si  1.0402  3.9218  20.6756  0.0047  -0.0013  0.0097
Si  2.6278  8.4841  15.9751  -0.0017  -0.0012  0.0003
Si  4.9649  3.3176  20.7593  0.0011  0.0066  0.0155
Si  7.1909  6.756  20.9727  -0.0121  -0.0019  0.0184
Si  1.599  1.2977  12.7922  -0.0016  -0.0001  -0.0026
Si  2.4199  5.7193  14.261  -0.001  -0.0019  -0.0028
Si  9.8504  7.995  18.9177  0.0027  -0.0015  0.004
O  0.5472  0.2425  19.874  0.0045  -0.0014  -0.0069
O  1.8985  3.1634  19.5421  -0.0025  -0.0009  -0.0067
O  11.224  7.3345  10.0325  0.0002  -0.0019  0.0011
O  7.716  11.3178  14.529  -0.0001  -0.001  0.0003
O  11.0975  3.5089  20.4506  -0.0044  -0.0025  -0.0024
O  0.827  5.1919  14.1614  0.0013  -0.0011  -0.0007
O  4.3449  6.9231  10.6483  -0.0031  0.0008  0.0043
O  1.5863  1.3583  11.1561  0.0014  -0.0001  0.0032
O  7.5959  9.0791  13.1081  -0.0015  0.0021  -0.0035
O  3.7429  7.064  19.6805  0.0015  0.0084  -0.0089
O  1.3618  11.8308  18.0994  -0.0012  0.0035  -0.001
O  2.9671  3.5164  17.2179  -0.001  -0.0013  -0.0011
O  8.9581  8.2846  10.9954  -0.0053  0.0024  0.0033
O  5.999  3.5358  19.5263  0.0048  0.0012  -0.0039
O  7.9656  2.5869  12.6668  0.0005  0  0.0018
O  0.9954  8.6067  15.8763  0.0014  0.0014  0.0001
O  6.3406  8.5835  10.8136  0.0024  -0.0017  0.0029
O  10.4081  3.8547  12.6945  -0.0007  -0.0019  0.0002
O  9.9239  1.7176  11.0958  -0.0011  0.0011  0.0027
O  8.5584  7.6964  17.9142  0.003  0.0022  -0.0045
O  11.4849  1.0489  15.5831  -0.0023  0.0007  0.0001
O  5.8638  12.2019  10.0122  -0.002  -0.0022  0.003
O  4.1612  1.9208  20.5487  0.0006  -0.0037  -0.0053
O  2.9599  6.1734  12.7968  0.0005  0.0028  -0.001
O  6.1895  3.4799  10.0742  0.0001  0.0007  0.0016
O  5.3585  4.3979  16.2971  0.0004  -0.0001  -0.0004
O  1.8628  6.1566  10.4706  0.0034  0.0022  0.0039
O  9.9934  12.0512  20.6327  -0.0002  0.0008  -0.0051
O  4.1554  1.9404  15.5687  -0.0012  0.0016  -0.0011
O  9.9455  1.2176  20.9894  0.0023  0.0025  -0.0059
O  10.542  12.6745  17.7842  -0.001  0.0003  -0.0012
O  3.8897  10.4985  10.6061  -0.0018  0.0024  0.0024
O  2.5932  9.4887  19.7252  0.0023  -0.0018  -0.0078
O  7.3335  3.3546  15.0516  -0.0002  -0.0002  -0.0006
O  3.2165  9.9147  15.3995  -0.0018  -0.0002  -0.0004
O  4.2709  12.587  14.7005  -0.0015  -0.0022  -0.0027
O  0.6868  0.0233  13.2941  0.0008  0.0036  0.0004
O  8.2521  12.727  16.607  0.0018  0.0014  0.0012
O  8.6998  4.1389  10.7278  -0.001  -0.0014  0.0017
O  7.5806  5.6944  19.8019  0.0018  -0.008  -0.0078
O  10.8752  10.2508  16.9241  0.0004  -0.0006  -0.0012
O  2.8083  7.0197  15.2208  0.0009  0.0012  0.0011
O  10.2035  6.8911  20.0867  -0.002  0.0056  -0.0053
O  9.5471  1.6365  17.2766  0.0011  -0.0009  -0.0019
O  10.8949  12.6641  10.336  -0.0026  0.0007  0.0003
O  8.5747  3.1907  19.8557  -0.0008  0.0014  -0.0037
O  0.3196  2.9144  17.4464  -0.0002  -0.0012  -0.0008
O  9.7256  9.4935  19.5841  0.0008  -0.0037  -0.0027
O  3.0471  10.8651  13.0178  -0.0003  -0.0011  -0.0021
O  0.827  8.0327  21.0677  -0.0013  0.0013  -0.0066
O  1.2689  10.9101  10.9936  0.005  -0.0022  0.0037
O  5.1591  9.3366  19.3752  0.0009  0.0002  -0.0036
O  5.7406  13.2485  20.1027  0.0024  -0.0006  -0.0034
O  10.6416  3.436  15.2617  0.0015  0.0005  -0.0009
O  7.6736  4.1785  17.5976  -0.0021  0.0006  -0.0013
O  3.8219  2.3175  10.1537  0.0001  0.001  0.0018
O  9.8717  7.9832  15.6934  -0.0002  0.0021  0.004
O  3.1472  12.9197  19.7705  -0.0016  0.0027  -0.0034
O  5.7461  1.4156  13.679  -0.0006  -0.0001  -0.0018
O  3.391  13.0798  10.211  -0.0023  0  0.0028
O  5.6607  6.4806  21.4242  0.0039  -0.0019  -0.0097
O  7.3436  8.7986  15.6791  0.0011  -0.0002  0.0013
O  11.1893  7.9061  17.9764  -0.0027  0.0013  -0.0037
O  8.1922  13.3473  19.1271  -0.0011  -0.0002  -0.0041
O  7.8347  10.7386  11.0504  -0.0025  -0.0005  0.0024
O  2.4485  8.5589  11.6718  0.0015  -0.0002  0.0019
O  7.3056  8.323  20.4969  0.0011  0.0049  -0.0029
O  1.0103  2.6615  13.4581  0.0002  -0.0002  -0.0015
O  5.4416  10.1883  14.2124  0.0003  0.0004  -0.0004
O  7.153  11.0188  20.1716  -0.0004  -0.0006  -0.0017
O  8.037  0.7461  14.5079  -0.0004  0.0014  0.0002
O  3.2767  4.4121  14.7426  -0.0012  0.0013  0.0009
O  3.9371  4.5973  20.7634  0.0022  -0.0087  -0.0065
O  3.3456  8.3816  17.4553  0.0001  0.0014  -0.0025
O  10.006  12.517  14.4209  0.0011  0.0011  -0.0008
O  0.353  10.5299  20.6315  -0.0026  0.0001  -0.0076
O  6.8331  6.0377  10.2865  -0.004  -0.0003  0.001
O  3.1442  1.0872  13.2565  0.0009  -0.0002  0.0014
O  8.2882  13.1921  10.2262  0.0028  -0.0004  0.0022
O  2.1139  1.045  17.913  -0.002  0.0006  0.0002
O  10.6166  9.989  9.9955  0.003  0.0009  0.003
O  1.0306  5.5386  20.4011  0.0009  0.0004  -0.0031
O  0.6536  12.0146  15.623  -0.0027  -0.0007  0.0019
O  7.632  6.1029  15.8605  -0.0002  0.0022  0.0018

Results
free energy: -168244.765 eV
free energy less fixed offsets of O -569.03, Si -635.61 eV per atom: -7.045 eV

The program warned: the cutoff lies below the one the program advises for these potential files; the exchange-correlation potential is rough where the density is thin.
